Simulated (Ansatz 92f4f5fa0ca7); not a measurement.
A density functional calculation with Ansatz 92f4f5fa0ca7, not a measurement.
Periodic cell of 212 atoms, Si132O80, from a study of silicon, its oxide and their interface. The atomic structure is a simulated model.
Doubt: the cutoff is far below the 930 eV that the study's wrapper takes by default for these files, so forces and energies are approximate.
This geometry differs little from another in the collection (a relaxation step or a small displacement).

Settings: functional PBE; potential files Ansatz PAW; basis plane waves; wave-function cutoff 580 eV; density cutoff ratio 5; exchange-correlation grid ratio 1; k mesh 1 x 1 x 1, Gamma-centred; self-consistency stop 5e-08 eV per atom in the density residual; occupations fixed; spin none; net charge 0.

Cell vectors (angstrom)
a  10.938  0  0
b  0  10.938  0
c  0  0  31.6125

Atoms: element, x, y, z (angstrom)
Si  -0.2311  0.4066  24.2246
Si  6.0975  -0.5229  24.2687
Si  2.306  3.3025  24.2933
Si  8.7047  1.9936  24.2463
Si  0.3631  4.7929  24.1609
Si  4.7266  6.0156  24.0927
Si  3.0195  7.9153  24.1556
Si  7.8882  8.5847  24.1243
Si  1.4096  1.4549  25.5051
Si  6.941  1.2208  25.6258
Si  4.0553  4.2382  25.5566
Si  9.5337  3.9353  25.4313
Si  1.3054  6.7445  25.3256
Si  6.7495  6.8297  25.2585
Si  4.1833  9.5256  25.4251
Si  9.603  9.5885  25.4336
Si  2.78  -0.0091  26.7759
Si  8.297  -0.0827  26.9448
Si  0.0007  2.7285  26.8946
Si  5.4824  2.7379  26.7948
Si  2.663  5.53  26.8849
Si  8.1624  5.4519  26.7046
Si  0.0114  8.165  26.7533
Si  5.5041  8.1608  26.8248
Si  4.1018  1.3673  28.1943
Si  9.5708  1.3673  28.1943
Si  1.3673  4.1018  28.1943
Si  6.8362  4.1018  28.1943
Si  4.1018  6.8362  28.1943
Si  9.5708  6.8362  28.1943
Si  1.3673  9.5708  28.1943
Si  6.8362  9.5708  28.1943
Si  0  0  29.5615
Si  5.469  0  29.5615
Si  2.7345  2.7345  29.5615
Si  8.2035  2.7345  29.5615
Si  0  5.469  29.5615
Si  5.469  5.469  29.5615
Si  2.7345  8.2035  29.5615
Si  8.2035  8.2035  29.5615
Si  1.3673  1.3673  30.9288
Si  6.8362  1.3673  30.9288
Si  4.1018  4.1018  30.9288
Si  9.5708  4.1018  30.9288
Si  1.3673  6.8362  30.9288
Si  6.8362  6.8362  30.9288
Si  4.1018  9.5708  30.9288
Si  9.5708  9.5708  30.9288
Si  2.7345  0  0.6835
Si  8.2035  0  0.6835
Si  0  2.7345  0.6835
Si  5.469  2.7345  0.6835
Si  2.7345  5.469  0.6835
Si  8.2035  5.469  0.6835
Si  0  8.2035  0.6835
Si  5.469  8.2035  0.6835
Si  4.1018  1.3673  2.0507
Si  9.5708  1.3673  2.0507
Si  1.3673  4.1018  2.0507
Si  6.8362  4.1018  2.0507
Si  4.1018  6.8362  2.0507
Si  9.5708  6.8362  2.0507
Si  1.3673  9.5708  2.0507
Si  6.8362  9.5708  2.0507
Si  0  0  3.418
Si  5.469  0  3.418
Si  2.7345  2.7345  3.418
Si  8.2035  2.7345  3.418
Si  0  5.469  3.418
Si  5.469  5.469  3.418
Si  2.7345  8.2035  3.418
Si  8.2035  8.2035  3.418
Si  1.3133  1.4274  4.6862
Si  6.8734  1.3499  4.8496
Si  4.0653  4.1653  4.6649
Si  9.5581  4.0995  4.8571
Si  1.3461  6.8662  4.8627
Si  6.8106  6.8342  4.7484
Si  4.1269  9.55  4.8077
Si  9.5752  9.5665  4.8238
Si  2.6676  0.0393  5.9655
Si  8.2712  -0.0067  6.3156
Si  0.0767  2.7627  6.2144
Si  5.4178  2.8276  5.9874
Si  2.8149  5.5129  6.139
Si  8.0773  5.4351  6.1722
Si  -0.0166  8.2267  6.309
Si  5.5284  8.2015  6.208
Si  3.6154  1.8514  7.0841
Si  10.1973  0.8925  7.4148
Si  2.0016  3.664  7.3264
Si  6.1768  4.5586  7.3992
Si  4.542  6.4754  7.482
Si  8.9868  7.249  7.3326
Si  0.9878  10.1412  7.3642
Si  7.3745  9.0298  7.4691
O  1.6149  10.1293  8.9002
O  1.956  4.1716  8.9183
O  10.1778  1.1579  9.0518
O  7.2236  8.9034  9.1751
O  4.1415  1.2789  8.5321
O  4.1101  7.0656  9.0242
O  6.2682  3.8266  8.8853
O  8.8216  6.8298  8.9616
O  2.936  3.1591  22.7479
O  5.8047  11.2433  22.846
O  7.9447  2.0953  22.7557
O  -0.2672  4.7281  22.6034
O  8.6135  7.9884  22.712
O  2.428  8.7362  22.8105
O  4.6645  5.3089  22.5675
O  11.6458  10.9298  22.8811
Si  3.6548  2.9198  19.2164
Si  -5.2628  4.5072  17.635
Si  4.1163  1.3733  10.1434
Si  4.221  3.8391  21.9806
Si  10.1221  6.5541  19.1586
Si  4.729  6.4831  10.4476
Si  5.6128  9.9801  18.13
Si  2.2191  9.1933  15.1137
Si  9.3949  -2.3282  21.3998
Si  4.9149  6.8276  13.4808
Si  1.3188  12.8407  17.7192
Si  7.6811  7.5018  9.9473
Si  5.3816  -1.7736  15.3786
Si  7.805  -0.0799  20.0236
Si  10.8154  0.3685  12.3823
Si  9.953  -5.7748  14.5458
Si  13.9038  0.0185  19.4375
Si  3.5046  5.4291  15.8469
Si  1.413  1.2281  14.7185
Si  9.4685  -4.2888  12.1696
Si  7.7479  3.3302  15.4843
Si  11.8513  8.5892  12.5153
Si  3.9941  2.6832  14.4283
Si  12.947  10.3181  10.4604
Si  6.6582  13.9066  10.2021
Si  8.0051  4.7366  19.2708
Si  6.5126  1.5937  22.1169
Si  10.9528  4.2956  11.8075
Si  1.3607  9.6946  22.0078
Si  6.1617  4.0626  12.9719
Si  9.5621  1.8196  10.3978
Si  0.8911  6.8098  16.5845
Si  2.6793  4.0898  10.3852
Si  -0.8421  -6.4813  21.1173
Si  6.2438  0.9154  15.8883
Si  -1.3653  2.233  19.242
O  9.8263  -5.5914  11.242
O  10.5802  2.93  11.0142
O  6.7506  4.14  16.4759
O  6.2896  -0.4583  14.9945
O  8.9133  -5.1671  18.3876
O  9.0133  11.6423  19.2632
O  10.9612  7.2623  12.4032
O  -2.4521  4.841  20.8581
O  4.1495  -0.9926  18.8919
O  4.0484  15.9254  10.5343
O  0.0608  8.7754  21.653
O  4.6957  5.6212  16.9579
O  6.885  -1.116  19.1529
O  2.1424  10.2781  20.6834
O  9.4162  11.673  11.6216
O  13.7068  1.7297  13.9533
O  9.367  7.711  20.0419
O  15.7895  14.1312  18.142
O  1.5825  4.6162  11.4686
O  12.0157  0.4617  11.2635
O  9.2034  4.0633  15.5047
O  5.8157  0.4998  17.4082
O  8.9445  6.1187  13.6391
O  -2.594  3.2083  18.7777
O  7.2691  3.3872  13.9307
O  3.5528  -0.079  10.6586
O  3.7776  4.0123  20.4207
O  6.4493  5.0847  18.9648
O  3.7856  9.4901  15.3819
O  -0.2112  13.1218  18.1257
O  16.591  1.7231  10.5669
O  7.6701  1.7338  15.884
O  5.7144  8.8139  16.9639
O  5.99  -5.3188  13.3783
O  3.7157  6.3769  14.5186
O  1.8994  0.4408  18.2421
O  1.2779  12.9996  16.0996
O  12.4223  -2.6659  16.2137
O  6.3565  6.5603  10.1945
O  -0.1601  -4.7503  15.5069
O  6.8267  1.086  20.6078
O  8.5762  -0.9329  21.1778
O  -0.0705  -6.6156  13.4565
O  0.173  1.3585  13.654
O  5.0608  1.8541  15.3106
O  12.4074  -11.2616  15.1486
O  14.3697  3.8896  15.3515
O  11.158  7.0862  18.0414
O  -0.7129  2.8765  20.6331
O  15.6705  3.2805  13.1063
O  12.9876  8.4792  13.6623
O  5.5134  2.8606  22.1086
O  4.4377  7.1832  11.9288
O  3.7127  1.4167  19.8812
O  5.6918  8.061  14.2258
O  2.1371  -5.1654  16.6392
O  2.2481  3.0629  18.4011
O  10.9187  5.4879  20.1294
O  3.1074  2.5446  10.6571
O  -0.1731  9.7596  12.8748
O  8.1289  2.3734  9.9361
O  8.4132  7.6459  11.4182
O  1.7441  8.8572  11.1353
O  6.7183  3.9797  11.464

Results
free energy: -129408.827 eV
free energy less fixed offsets of O -568.88, Si -635.61 eV per atom: 2.093 eV

Forces (eV/angstrom), in the order of the atoms: element, x, y, z
Si  0.0025  0.0022  0.007
Si  -0.0006  -0.0049  0.0151
Si  -0.0021  0.0026  0.0115
Si  -0.0056  -0.0008  0.0023
Si  -0.0017  -0.0067  0.0104
Si  -0.0041  0.0028  0.0092
Si  0.0075  -0.0043  0.0148
Si  -0.0028  0.0059  0.0102
Si  -0.0089  0.0041  -0.0004
Si  0.0114  -0.0111  0.0017
Si  -0.0108  0.0054  -0.0046
Si  0.0126  -0.001  -0.0018
Si  0.0028  -0.0017  0.0015
Si  -0.0069  0.0081  0.0001
Si  0.0069  -0.0037  0.0008
Si  -0.0017  0.0012  0.0043
Si  -0.0014  -0.0012  0.0012
Si  -0.0003  0.0053  0.0076
Si  0.0013  -0.0023  0.0026
Si  0.0005  -0.0007  0.0055
Si  -0.0028  0.0001  0.01
Si  0.0029  -0.0004  0.0015
Si  0.0029  0.0022  0.0011
Si  0.0024  0.004  0.0022
Si  0.0723  0.0248  -0.3143
Si  0.3283  -0.0631  0.7979
Si  -0.2063  0.183  0.523
Si  0.0596  0.09  -0.4119
Si  -0.0484  0.2174  0.2479
Si  -0.2121  -0.1694  -0.719
Si  0.1258  -0.1326  -0.5899
Si  0.0478  -0.4995  0.4208
Si  -0.0423  0.1164  0.0461
Si  0.0122  0.0361  -0.0292
Si  -0.0134  0.0315  -0.0132
Si  0.0457  -0.0122  -0.0006
Si  -0.0076  -0.1229  0.0335
Si  -0.0818  -0.0322  -0.0109
Si  0.1122  0.0655  0.0302
Si  -0.1511  -0.0322  0.0436
Si  0.0576  -0.0545  0.0075
Si  -0.0107  -0.0176  -0.0376
Si  0.0052  -0.0182  0.0032
Si  -0.0183  0.04  -0.0121
Si  -0.021  0.0246  -0.0318
Si  0.0625  -0.0242  0.017
Si  -0.0316  0.0291  -0.0161
Si  0.0587  -0.0422  -0.001
Si  0.0428  0.0155  0.0363
Si  -0.0136  0.064  -0.0089
Si  -0.0462  0.0439  0.0028
Si  0.0301  -0.0438  0.0325
Si  -0.0602  0.0609  -0.0005
Si  -0.0009  -0.086  0.0287
Si  0.0198  -0.0162  0.0273
Si  -0.0663  0.0303  0.0076
Si  -0.0158  0.0703  0.0287
Si  -0.036  -0.1176  -0.0482
Si  0.087  -0.0906  -0.0644
Si  -0.031  0.0785  0.0178
Si  0.0535  -0.0748  -0.0742
Si  -0.0046  0.0401  0.0089
Si  0.0128  0.0463  0.028
Si  0.0513  0.0145  -0.0168
Si  -0.4008  -0.0678  -0.2978
Si  0.2394  -0.0044  0.3827
Si  -0.1621  0.2348  -0.7894
Si  0.1896  -0.1634  0.397
Si  -0.085  0.07  0.5915
Si  0.0347  0.309  -0.8647
Si  -0.036  -0.0974  0.3457
Si  0.1007  0.0345  0.0364
Si  -0.0009  -0.0047  -0.0019
Si  0.0009  0.0016  -0.0023
Si  0.0028  0.0037  -0.0053
Si  -0.0024  -0.0011  -0.0028
Si  0.002  0.0043  -0.0005
Si  -0.0033  0.0011  -0.0095
Si  -0.0062  -0.0016  -0.0036
Si  0.0042  0.0021  0.0028
Si  -0.0041  0.0051  0.0046
Si  -0.0003  -0.0016  -0.0035
Si  0.0025  -0.0031  -0.0019
Si  -0.0029  0.0049  0.0052
Si  0.0016  -0.0075  0.003
Si  0.0045  0.0095  0.0087
Si  -0.0075  0.0004  0.001
Si  0.0056  0  0.0007
Si  0.0101  -0.0113  -0.0063
Si  -0.0084  0.0076  0.0021
Si  -0.0033  0.0108  0.005
Si  0.0011  -0.0063  -0.0058
Si  -0.0059  0.0023  0.0115
Si  0.0048  -0.013  -0.0045
Si  0.0082  -0.0039  -0.0078
Si  -0.0064  0.0066  0.0066
O  -0.0009  -0.0023  0.0038
O  0.0008  -0.0016  -0.0036
O  0.0076  -0.0075  -0.0061
O  0.0011  0.0052  -0.0081
O  -0.0031  0.0037  0.0094
O  0.0023  -0.0001  -0.0131
O  0.0008  0.0026  -0.0052
O  0  0.0019  -0.0005
O  -0.0011  -0.0027  0.0018
O  -0.0039  -0.0014  -0.0052
O  0.0066  0.002  0.0037
O  -0.0033  0.0021  -0.003
O  -0.0024  -0.0049  -0.0003
O  0  -0.0006  -0.0002
O  0.0015  -0.0026  -0.0055
O  -0.0018  0.0013  0.0047
Si  0.0016  0.0017  0.0047
Si  -0.0029  0.0019  0.0003
Si  -0.0014  0.0029  -0.0071
Si  0.0048  0  -0.0104
Si  0.0024  0.0078  -0.0017
Si  -0.0008  0.0008  0.0078
Si  -0.0008  -0.0004  -0.0029
Si  0.0017  0.0025  0.0048
Si  0.0008  -0.0023  -0.0031
Si  -0.0009  0.0035  0.0003
Si  0.0015  -0.0005  0.0013
Si  -0.0005  -0.0074  0.0116
Si  0  0.0026  -0.0002
Si  -0.0028  0.0049  0.0034
Si  0.0006  0.0017  -0.0004
Si  0.002  0.0032  0.002
Si  -0.0004  -0.0018  0.0008
Si  -0.0033  0.001  0.0015
Si  0.0024  -0.0021  -0.0011
Si  -0.003  -0.001  -0.0008
Si  0.0002  -0.0051  0.0021
Si  0.0031  0.0007  0.0012
Si  -0.003  -0.001  0.0003
Si  0.001  0.0064  0.0085
Si  -0.007  -0.0002  0.0126
Si  -0.0035  -0.0026  0.0016
Si  -0.0021  -0.0004  -0.0105
Si  -0.0006  -0.0025  -0.0012
Si  0.0006  0.0047  -0.0128
Si  -0.0001  0.0012  -0.0031
Si  -0.0028  0.0083  0.013
Si  0.0051  0.0003  -0.0005
Si  0.0002  -0.0019  0.0021
Si  -0.0015  -0.0035  0.0003
Si  -0.002  -0.0036  -0.0014
Si  -0.003  -0.0009  0.0032
O  0  -0.002  0.001
O  -0.0004  0.0005  0.0005
O  0.0016  -0.0012  0.0004
O  -0.0008  0.0018  0.0036
O  -0.0004  -0.0012  0.001
O  0.0007  0.0001  -0.0003
O  -0.0011  0.0002  0.0029
O  -0.0002  0.0021  0.005
O  -0.0019  0.0011  0.0024
O  -0.0004  -0.0022  0.0011
O  0.0016  0.0001  0.0053
O  0.0016  -0.0011  0.0027
O  0.0014  -0.0012  0.0022
O  0.0011  0  0.0043
O  -0.001  -0.001  0.0038
O  -0.0006  0.0001  0.0033
O  0  -0.0001  0.0035
O  -0.0005  0.0004  0.0009
O  0.0013  -0.0023  -0.0021
O  0.0025  -0.0041  -0.002
O  -0.0003  0.0004  0.0012
O  0  -0.0005  0.0035
O  0.0002  -0.0007  0.0026
O  0.0004  -0.0005  0.0005
O  -0.0018  0.0023  0.0036
O  -0.0011  0.0014  0.0038
O  -0.0004  0.0001  0.0041
O  -0.0001  0.0015  0.0016
O  -0.0025  -0.0011  0.0019
O  -0.0012  0.0005  0.0018
O  -0.0062  -0.0003  0.0016
O  0.0005  0.0012  0.0028
O  -0.0005  0.0014  0.0058
O  -0.0007  -0.0019  0.0021
O  0.0001  -0.0009  0.0029
O  -0.0015  0.001  -0.0003
O  -0.0017  -0.0012  0.0018
O  -0.0021  -0.0004  -0.0001
O  0.002  0.0015  -0.0013
O  -0.0042  -0.0027  -0.0016
O  0.0009  -0.0026  0.0031
O  -0.003  0.0001  0.0017
O  0.0001  0.0007  0.0017
O  -0.0035  0.0014  0.0013
O  0.0008  0.0007  0.0028
O  -0.0019  0.0027  0.0026
O  0.0002  -0.0011  0.0021
O  -0.0033  -0.0016  0.0042
O  0.0008  0.0019  0.0038
O  0.0003  0.0001  0.0027
O  -0.002  -0.0009  0.001
O  -0.0032  0.004  0.0068
O  -0.0006  -0.0018  -0.0031
O  -0.0008  -0.0013  0.002
O  -0.0003  -0.0012  0.0016
O  -0.0017  0.0005  0.0015
O  -0.0018  -0.0002  -0.0004
O  -0.0016  -0.0024  0.0041
O  0.0017  0.0022  -0.0003
O  -0.0002  -0.0002  0.0019
O  0.0035  0  -0.001
O  0.0009  0.0006  -0.0005
O  0.0007  0.001  -0.0015
O  -0.0012  -0.0024  -0.0026

The program warned: the cutoff lies below the one the program advises for these potential files; the forces do not sum to zero within the program's tolerance; the exchange-correlation potential is rough where the density is thin.
